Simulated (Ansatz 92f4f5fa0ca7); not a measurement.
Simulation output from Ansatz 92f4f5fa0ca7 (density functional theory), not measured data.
Periodic cell of 237 atoms, Si145O90As2, from a study of silicon, its oxide and their interface. The atomic structure is a simulated model.
Doubt: the cutoff is far below the 930 eV that the study's wrapper takes by default for these files, so forces and energies are approximate.
This geometry differs little from another in the collection (a relaxation step or a small displacement).

Settings
functional: PBE
potential files: Ansatz PAW
basis: plane waves
wave-function cutoff: 580 eV
density cutoff ratio: 5
exchange-correlation grid ratio: 1
k mesh: 1 x 1 x 1, Gamma-centred
self-consistency stop: 5e-08 eV per atom in the density residual
occupations: fixed
spin: none
net charge: 0

Cell vectors (angstrom)
a, 11.6015, 0, 0
b, 0, 10.938, 0
c, 0, 0, 32.0622

Atoms and the computed forces on them: element, x, y, z (angstrom), force x, y, z (eV/angstrom)
Si, -0.2303, -0.0627, 23.2818, 0.0031, -0.0038, -0.0044
Si, 3.6547, 0.1846, 23.1168, -0.0016, 0.0004, -0.0029
Si, 7.5265, -0.1288, 23.4584, 0.002, -0.0021, -0.0041
Si, 1.667, 1.3601, 23.4074, -0.0006, 0.0049, -0.0005
Si, 5.7085, 1.4076, 23.1928, 0.0005, 0.0016, -0.0023
Si, 9.4171, 1.2347, 23.3768, -0.0024, 0.0023, -0.0024
Si, 0.1115, 5.2899, 23.4793, 0.0027, -0.0003, -0.0075
Si, 4.086, 5.3034, 23.4026, -0.0016, 0.0015, -0.002
Si, 7.9884, 5.626, 23.5209, 0.0028, 0.0001, -0.0015
Si, 2.1065, 6.5632, 23.3426, 0.0032, 0.0013, -0.0007
Si, 5.9166, 6.7881, 23.5004, 0.0009, 0.0014, -0.0059
Si, 9.9795, 6.8661, 23.5795, 0.0015, 0.003, -0.0017
Si, 1.8832, 2.6585, 25.3744, -0.0006, 0.0003, -0.0016
Si, 5.8121, 2.6659, 25.2529, 0.0001, -0.0002, 0.0019
Si, 9.6006, 2.7004, 25.2686, 0.0011, 0.0003, 0.002
Si, 11.5771, 3.9991, 25.4098, -0.0004, 0.0007, 0.0008
Si, 3.8681, 3.9742, 25.3259, 0.0011, -0.0009, 0.0003
Si, 7.7166, 4.1152, 25.337, -0.0004, -0.0033, -0.0006
Si, 1.9505, 8.1402, 25.1743, -0.0022, 0.0015, -0.0009
Si, 5.7586, 8.1705, 25.3924, -0.0003, -0.0002, -0.0014
Si, 9.6895, 8.2595, 25.4197, 0.0004, -0.0001, -0.0013
Si, 11.6198, 9.5541, 25.2606, -0.0008, 0.0015, 0.0008
Si, 3.8462, 9.579, 25.0808, -0.0004, -0.001, 0.0009
Si, 7.6728, 9.5229, 25.416, -0.001, -0.0007, -0.0003
Si, 11.631, -0.0116, 27.203, 0.0017, 0.0003, 0.0002
Si, 3.8842, -0.0562, 27.1219, 0, 0.0009, 0.0003
Si, 7.7419, -0.0122, 27.29, 0, 0.0009, -0.0006
Si, 1.9684, 1.3091, 27.2746, -0.0001, 0.0025, -0.0016
Si, 5.8105, 1.3248, 27.2023, 0.0014, -0.0011, -0.0001
Si, 9.6767, 1.3351, 27.2085, 0.0008, 0.0001, -0.0003
Si, 11.579, 5.4724, 27.2492, -0.0001, -0.001, -0.0008
Si, 3.8291, 5.4211, 27.2194, 0.0008, 0.0006, -0.0007
Si, 7.6964, 5.4641, 27.2706, 0.0005, 0.0004, -0.0007
Si, 1.9229, 6.8279, 27.1746, 0.0008, 0.0007, 0.0003
Si, 5.7431, 6.7961, 27.2897, -0.0005, -0.0001, -0.0004
Si, 9.6395, 6.8161, 27.2788, 0.0009, 0, 0.0002
Si, 1.9362, 2.7215, 29.1727, 0.0015, -0.0041, -0.0027
Si, 5.7842, 2.7107, 29.141, -0.0007, 0.0016, -0.0018
Si, 9.6719, 2.7239, 29.1458, 0.0011, 0.0003, -0.0012
Si, 0.0038, 4.0943, 29.1692, 0.0002, 0.0009, 0
Si, 3.8569, 4.0868, 29.1692, -0.0012, -0.0002, 0.0004
Si, 7.7223, 4.0764, 29.1757, -0.0003, -0.0013, 0.0016
Si, 1.9346, 8.1888, 29.1335, 0, 0.0007, 0.0007
Si, 5.7772, 8.1974, 29.1829, 0.0002, 0.0009, 0.0011
Si, 9.6641, 8.205, 29.1844, -0.001, 0.0002, 0.0018
Si, 0.0007, 9.5623, 29.149, 0.0001, -0.0004, -0.001
Si, 3.8609, 9.5748, 29.1236, 0.0024, -0.0017, -0.0016
Si, 7.7222, 9.5457, 29.1936, 0.0009, -0.0004, -0.0006
Si, 0, 0, 31.0965, 0.0387, 0.0126, -0.0801
Si, 3.8672, 0, 31.0965, -0.0404, -0.0377, -0.2538
Si, 7.7343, 0, 31.0965, -0.0321, 0.0686, 0.1153
Si, 1.9336, 1.3673, 31.0965, -0.017, -0.0821, 0.1017
Si, 5.8008, 1.3673, 31.0965, -0.018, -0.0246, -0.1155
Si, 9.6679, 1.3673, 31.0965, 0.0083, -0.0836, -0.0625
Si, 0, 5.469, 31.0965, -0.0017, 0.0079, 0.0555
Si, 3.8672, 5.469, 31.0965, 0.0247, 0.0237, 0.002
Si, 7.7343, 5.469, 31.0965, -0.0175, -0.0246, 0.0125
Si, 1.9336, 6.8362, 31.0965, 0.0078, -0.012, -0.1454
Si, 5.8008, 6.8362, 31.0965, -0.0424, -0.0731, 0.1255
Si, 9.6679, 6.8362, 31.0965, 0.0271, -0.1437, 0.1287
Si, 1.9336, 2.7345, 0.9679, -0.0488, 0.0329, 0.0766
Si, 5.8008, 2.7345, 0.9679, 0.0002, 0.0986, -0.3152
Si, 9.6679, 2.7345, 0.9679, 0.0114, 0.0052, 0.0628
Si, 0, 4.1018, 0.9679, -0.052, 0.0227, -0.0073
Si, 3.8672, 4.1018, 0.9679, -0.0261, 0.0018, 0.0838
Si, 7.7343, 4.1018, 0.9679, 0.0838, 0.047, 0.1096
Si, 1.9336, 8.2035, 0.9679, -0.0253, 0.0156, 0.0133
Si, 5.8008, 8.2035, 0.9679, -0.0282, 0.0245, 0.0039
Si, 9.6679, 8.2035, 0.9679, 0.053, 0.0532, 0.1673
Si, 0, 9.5708, 0.9679, -0.0652, 0.0392, 0.0855
Si, 3.8672, 9.5708, 0.9679, -0.0043, -0.045, -0.245
Si, 7.7343, 9.5708, 0.9679, 0.0384, -0.0497, 0.1008
Si, 11.6002, 0.0059, 2.9207, 0.0144, 0.005, 0.0013
Si, 3.8314, 0.0289, 2.8578, -0.0041, 0.055, -0.035
Si, 7.7483, 0.0034, 2.9081, 0.0038, 0.0077, -0.0067
Si, 1.9112, 1.3965, 2.921, -0.004, 0.0327, 0.0076
Si, 5.8121, 1.3386, 2.8402, 0.0066, -0.0136, -0.0043
Si, 9.6602, 1.3776, 2.9223, 0, -0.0047, 0.0043
Si, 11.5829, 5.4518, 2.9134, -0.0099, -0.0126, 0.0298
Si, 3.8579, 5.476, 2.91, 0.0113, -0.0108, 0.0119
Si, 7.7565, 5.5182, 2.8836, -0.0127, -0.0002, -0.0086
Si, 1.9074, 6.8151, 2.8871, 0.0066, -0.0056, -0.0223
Si, 5.8069, 6.8318, 2.8909, 0.003, -0.0101, -0.0261
Si, 9.6851, 6.8772, 2.9476, 0.0135, 0.0114, -0.0007
Si, 1.9286, 2.6442, 4.9436, 0.0027, -0.1141, 0.1281
Si, 5.8533, 2.876, 4.6169, -0.0417, 0.0343, -0.0524
Si, 9.6002, 2.7854, 4.8414, 0.0139, 0.0091, -0.0076
Si, 11.5882, 4.0607, 4.8443, 0.0226, -0.009, -0.0155
Si, 3.849, 4.0735, 4.8301, -0.04, -0.0216, -0.0073
Si, 7.7619, 4.2567, 4.873, 0.0175, -0.0212, 0.02
Si, 1.9023, 8.1449, 4.8317, 0.0082, 0.0152, 0.0267
Si, 5.7907, 8.2445, 4.7736, 0.0286, -0.0126, 0.0024
Si, 9.6723, 8.2744, 4.9146, -0.0017, -0.0091, 0.0075
Si, 11.6295, 9.6287, 4.9005, -0.0024, 0.0017, -0.0221
Si, 3.8269, 9.5073, 4.6705, -0.0117, -0.0543, -0.0426
Si, 7.7289, 9.6209, 4.8803, 0.0006, 0.0039, -0.0035
Si, 11.5805, 0.1475, 6.8319, 0.0411, -0.0681, 0.0467
As, 3.9204, -0.3482, 6.7915, -0.0331, -0.0647, -0.0786
Si, 7.7559, -0.0016, 6.9061, 0.0294, -0.0481, 0.0111
Si, 2.1269, 1.2011, 6.9806, 0.0983, -0.0986, 0.1686
As, 5.7516, 1.2424, 6.3407, 0.0645, 0.0996, 0.1074
Si, 9.6729, 1.5299, 6.8485, -0.0016, 0.0433, 0.0034
Si, 11.4973, 5.4777, 6.7389, -0.0017, -0.0142, -0.0189
Si, 3.9625, 5.4091, 6.7922, 0.0145, 0.0039, -0.0101
Si, 7.6906, 5.6683, 6.8474, 0.0003, 0.0046, -0.0032
Si, 1.9535, 6.6248, 6.6961, 0.0032, 0.0042, -0.0071
Si, 5.7612, 6.9824, 6.755, -0.0106, -0.0032, 0.0072
Si, 9.6994, 7.0027, 6.9372, 0.0139, -0.0013, 0.0011
O, 9.8486, 7.9079, 8.3532, -0.0183, -0.0067, -0.0008
O, 7.4179, 10.0398, 8.2635, -0.0261, 0.0166, -0.0039
O, 7.3889, 4.704, 8.1714, 0.0003, 0.0017, -0.0089
O, 2.5075, 10.682, 8.7855, -0.0001, 0.1401, -0.0702
O, 2.0532, 7.496, 8.087, -0.0063, 0.0106, 0.0003
O, 4.0776, 4.5555, 8.2356, 0.0125, 0.0011, 0.0059
O, 9.7451, 2.4618, 8.2262, -0.0055, -0.0189, -0.0162
O, 2.6511, 2.3857, 8.0263, 0.0525, -0.0242, 0.0218
O, 11.3569, 4.5835, 8.1294, -0.0014, -0.0016, 0.0089
O, 5.4099, 2.3175, 7.7417, 0.0321, -0.0389, -0.0356
O, 5.7452, 7.9489, 8.11, 0.0024, 0.0104, 0.0041
O, 11.0274, 10.2603, 8.1443, -0.0415, -0.0129, -0.0086
O, 11.1883, 10.1081, 21.7988, 0.0001, 0.0035, 0.0039
O, 3.2355, 10.6664, 21.5455, -0.0003, 0.0021, 0.0034
O, 5.6656, 7.8527, 22.237, 0.0029, -0.0011, -0.0004
O, 4.2083, 4.4585, 21.9582, 0.0007, 0.0011, 0.0034
O, 7.6527, 9.6864, 22.2043, 0.0002, 0.0029, 0.0041
O, 10.3553, 7.6498, 22.1641, -0.0043, 0.0016, 0.0009
O, 1.601, 2.3697, 22.0895, 0.001, -0.0004, 0.0014
O, 5.9108, 2.4312, 21.876, 0.0006, -0.0023, 0.0034
O, 8.3805, 4.6832, 22.2084, -0.0004, 0.0003, 0.0019
O, -0.1476, 4.3762, 22.0949, 0.0041, 0.0034, 0.0012
O, 2.2547, 7.3031, 21.874, 0.0002, 0.0025, 0.0005
O, 9.1137, 1.8642, 21.8688, -0.0001, 0.0009, 0.0058
Si, 1.8419, 7.7729, 9.6587, -0.019, -0.01, -0.0094
Si, 4.9813, 0.6152, 17.697, 0.0017, 0.0028, -0.0044
Si, 2.3682, 5.442, 14.0973, 0.0019, 0.0014, -0.002
Si, 10.4323, 3.8764, 14.0183, -0.0008, 0.0031, -0.0053
Si, 8.1811, 2.3836, 15.2847, 0.0034, 0.0021, -0.0041
Si, 9.5257, 2.2124, 20.3368, 0.0003, -0.0002, -0.0042
Si, 10.4721, 3.643, 9.1164, 0.0082, 0.0198, 0.019
Si, 0.0077, 2.2838, 11.5992, 0.0008, -0.001, 0.003
Si, 10.8609, 8.0829, 15.4824, -0.0038, -0.0015, -0.0023
Si, 5.0856, 6.9431, 14.0474, 0.0024, -0.0001, -0.0005
Si, 5.6687, 2.6265, 11.1453, 0.0024, 0.0033, 0.0178
Si, 8.5331, 7.6219, 19.4182, -0.0001, 0.0005, -0.0027
Si, 8.0863, 4.8125, 20.6145, 0.0015, 0.002, -0.0014
Si, 5.8417, 9.6003, 15.2192, 0.0012, -0.0012, -0.0027
Si, 2.0615, 7.6506, 20.3001, -0.0018, -0.003, -0.002
Si, 1.8235, 4.8934, 18.7847, 0.0033, 0.003, -0.0024
Si, 4.412, 3.4602, 18.0353, 0.0007, 0.0017, -0.0048
Si, 8.3854, 8.9239, 16.8687, -0.0003, 0.0007, -0.0017
Si, 0.6916, 9.4779, 13.4224, 0.0006, 0.0031, -0.0027
Si, 9.8315, 10.6212, 11.7851, 0.0016, -0.0004, 0.0008
Si, 5.313, 3.7009, 21.0135, -0.0001, 0.0019, -0.0065
Si, 0.4255, 5.4714, 16.3015, 0.0021, 0.0004, -0.0059
Si, 10.6465, 9.0898, 9.1943, -0.0173, -0.0013, -0.0031
Si, 6.5247, 8.8932, 21.3225, 0.0002, -0.0023, -0.0045
Si, 6.9801, 7.1948, 11.4846, -0.0019, 0.0059, 0.0023
Si, 2.5777, 0.7246, 12.4718, 0.0022, 0.006, 0.0074
Si, 10.8551, 8.7005, 21.0264, 0.0029, -0.0038, -0.0038
Si, 5.977, 4.3833, 15.6968, 0.0034, 0.0025, -0.0022
Si, 6.9867, 0.5058, 13.0113, -0.0008, 0.0002, 0.0007
Si, 4.1092, 2.9364, 8.5317, -0.0383, 0.0057, 0.0105
Si, 0.7827, 6.8067, 11.9627, -0.0028, 0.004, 0.0088
Si, 6.2857, 9.1384, 9.0985, -0.028, -0.0067, 0.0096
Si, 0.6243, 3.2719, 21.158, 0.0019, 0.0033, -0.0053
Si, 9.6552, 6.5609, 12.9215, -0.0005, -0.0003, -0.0053
Si, 7.6727, 4.5838, 9.776, 0.0004, 0.0073, 0.0115
Si, 3.9776, 10.0569, 20.2113, 0.0015, -0.0004, -0.0058
Si, 4.1331, 3.0733, 13.6097, -0.001, 0.0037, 0.0004
Si, 3.4953, 10.1125, 9.9191, -0.0401, 0.0722, 0.0035
Si, 7.9912, 0.7839, 18.0477, 0.0009, -0.0011, -0.0066
O, 11.4029, 3.2598, 12.8781, 0.0027, -0.003, -0.0053
O, 9.2981, 4.4597, 9.9239, 0.0025, -0.0025, -0.0053
O, 8.767, 3.563, 19.8544, 0.0017, 0.0008, 0.0006
O, 3.9912, -0.0428, 18.8204, -0.0003, -0.0003, 0.0037
O, 11.1843, 4.5071, 15.3127, 0.0012, 0.0007, -0.0006
O, 9.7559, 9.7274, 10.4071, -0.0112, -0.0022, 0.0059
O, 3.6506, 1.5384, 13.3979, -0.0004, -0.0007, 0.0074
O, 0.5322, 8.9388, 14.9511, 0.0002, -0.0022, -0.0016
O, 6.4154, 1.057, 18.3784, 0.0022, -0.0025, 0.0007
O, 4.6678, 3.1697, 19.6256, 0.0021, 0.0008, 0.0053
O, 6.1756, 1.2009, 11.7704, 0.0037, 0.0024, -0.0016
O, 0.4324, 8.5778, 9.8407, -0.0049, -0.0022, -0.0052
O, 5.5626, 4.3639, 17.2863, 0.0015, 0.001, 0.0039
O, 8.3315, 7.2853, 12.3665, -0.0019, 0.0055, -0.0103
O, 4.4072, 2.5601, 10.0914, 0.0084, -0.0003, -0.0108
O, 1.919, 5.6468, 15.6484, -0.0002, 0.0033, -0.002
O, 3.4157, -0.0893, 11.371, 0.0259, -0.0192, -0.0257
O, 5.7754, 7.1709, 12.5819, 0.0062, 0, -0.0042
O, 2.1784, 6.3945, 19.2885, 0.0004, 0.0019, 0.0027
O, 0.5236, 4.8504, 17.8027, 0.0001, 0.0006, 0.0009
O, 8.3352, 10.7489, 12.4121, 0.0032, 0.0002, 0.0012
O, 5.1054, 10.1582, 9.5247, -0.0542, 0.0203, -0.023
O, 0.5806, 8.3018, 20.174, 0.0032, -0.0019, 0.0034
O, 9.6282, 2.6028, 14.6104, -0.0028, 0.0002, 0.0036
O, 1.7644, 10.6813, 13.4821, -0.0008, 0.0032, 0.0046
O, 9.8509, 9.1147, 16.2091, 0.0006, 0.0003, -0.0015
O, 6.0661, 10.3371, 13.7787, 0.003, 0.003, 0
O, 7.2971, 1.6036, 14.1724, 0.001, 0.0005, 0.0003
O, 1.5905, 3.9904, 20.0964, -0.0027, -0.0028, 0.0023
O, 5.8876, 5.8543, 14.9894, 0.0007, 0.0022, 0.0026
O, 7.259, 8.9452, 15.7082, -0.0005, 0.0009, 0.0016
O, 1.5021, 1.6749, 11.7059, 0.0068, -0.0019, 0.0024
O, 6.895, 8.4611, 10.4544, -0.0281, 0.0201, -0.003
O, 4.2514, 2.0129, 17.2852, 0.0015, 0.0006, 0.0016
O, 6.9617, 3.2598, 10.3869, 0.0038, 0.0064, -0.0061
O, 11.341, 6.9314, 16.5173, -0.0016, -0.0006, -0.001
O, 8.1137, 10.1251, 17.8983, 0.0027, 0.0038, -0.0014
O, 3.1601, 8.5216, 10.2157, -0.0235, 0.089, -0.0587
O, 7.5078, 3.8356, 15.5988, 0.0015, 0.0001, 0.0013
O, 3.0405, 4.2967, 17.9101, 0.0009, 0.0014, 0.0021
O, 2.7596, 3.9151, 13.7457, 0.0026, 0.0002, 0.0012
O, 1.2551, 8.2831, 12.4774, 0.0044, 0.0006, -0.0033
O, 1.091, 5.7605, 13.1548, 0.0026, 0.0012, -0.0046
O, 4.8836, 8.3267, 14.8931, -0.0002, 0.0017, 0.0002
O, 11.1485, 2.3742, 20.3198, 0.0002, 0.0003, 0.0011
O, 10.8225, 9.936, 12.8787, -0.0013, -0.0011, 0
O, 5.0993, 3.5533, 12.37, 0.0029, -0.0015, 0.0034
O, 4.9911, 3.3137, 14.9608, 0.0007, 0.0022, 0.004
O, 6.4552, 4.7778, 20.5264, -0.0005, -0.0002, 0.0014
O, 8.3841, 1.5364, 16.6594, -0.0012, 0.0017, 0.0012
O, 10.421, 1.1702, 11.4827, 0.002, -0.0011, -0.0015
O, 10.7739, 6.7057, 11.7378, 0.0065, 0.0024, -0.002
O, 3.2578, 8.6511, 19.8499, -0.0032, -0.0011, 0.0006
O, 1.6034, 6.4409, 10.5959, 0.0146, 0.0126, -0.0098
O, 7.1304, 8.0765, 20.0808, -0.0015, 0.0052, 0.0005
O, 8.3688, 7.5717, 17.7931, 0.0004, -0.0005, 0.0019
O, 3.5923, 6.4175, 13.7285, -0.0003, 0.0011, -0.0011
O, 9.4407, 4.9896, 13.3272, 0.0006, 0.0041, -0.0033
O, 5.5305, 9.9901, 20.6846, -0.0001, -0.0012, 0.003
O, 10.0973, 7.3651, 14.2493, -0.0016, -0.0001, -0.0046
O, 8.7925, 6.1106, 19.9497, -0.0011, 0.0014, 0.001
O, 7.0436, 5.8475, 10.5714, 0.0021, 0.0096, -0.011
O, 5.2136, 10.5745, 16.3914, 0.0002, 0.0008, 0.0018
O, 9.0182, 1.1113, 19.2635, 0.0004, 0.0021, 0.0028
O, 11.5433, 3.1017, 10.1962, 0.0002, -0.0001, -0.0035
O, 9.6868, 8.6829, 19.8879, 0.0015, 0.001, 0.0026

Results
free energy: -153071.117 eV
free energy less fixed offsets of As -4856.12, O -568.88, Si -635.61 eV per atom: 3.773 eV

The program warned: the cutoff lies below the one the program advises for these potential files; the forces do not sum to zero within the program's tolerance; the exchange-correlation potential is rough where the density is thin.
